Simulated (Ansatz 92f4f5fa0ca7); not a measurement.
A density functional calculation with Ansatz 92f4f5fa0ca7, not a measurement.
Periodic cell of 208 atoms, Si128O80, from a study of silicon, its oxide and their interface. The atomic structure is a simulated model.
This geometry differs little from another in the collection (a relaxation step or a small displacement).

Settings: functional r2SCAN; potential files Ansatz PAW; basis plane waves; wave-function cutoff 800 eV; density cutoff ratio 5; exchange-correlation grid ratio 1; k mesh 1 x 1 x 1, shifted by 0.5 0.5 0 of a step; self-consistency stop 1e-10 eV per atom in the density residual; occupations fixed; spin none; net charge 0.

Cell vectors (angstrom)
a	10.88	0	0
b	0	10.88	0
c	-3.613	4.7851	30.8832

Atoms and the computed forces on them: element, x, y, z (angstrom), force x, y, z (eV/angstrom)
Si	0.4331	3.5504	0.168	-0.0032	0.0017	-0.0022
Si	3.2789	6.3196	0.12	-0.0005	0.0024	0.0011
Si	-0.5303	-0.7786	0.2173	0.0063	-0.0045	-0.0317
Si	-8.7191	1.8923	0.1488	0.0049	-0.0049	-0.0286
Si	-5.888	4.5975	-0.0091	0.0011	-0.0034	-0.0034
Si	-3.2777	7.4026	0.1561	0.0057	-0.0037	-0.0306
Si	-5.0062	-1.7858	0.2608	-0.0012	0.0012	-0.0028
Si	-2.2667	0.8476	0.3322	-0.0078	0.0049	-0.0274
Si	-1.3179	2.6661	1.4542	0.0045	0.0017	0.0035
Si	1.4309	5.3866	1.2883	0.0031	-0.0022	0.0018
Si	-1.4345	-2.622	1.3706	-0.0008	0.0004	0.0038
Si	1.3013	0.0788	1.3959	-0.0006	0.0008	0.003
Si	-6.8632	2.8428	1.2905	0.0003	0.0038	0.0031
Si	-4.16	5.5356	1.3185	-0.0037	-0.0002	0.004
Si	4.1497	8.0606	1.4622	0.0015	-0.0027	0.0033
Si	-4.0495	-0.057	1.5117	-0.0009	-0.0036	0.0012
Si	-2.7538	4.1171	2.6257	-0.001	0.0003	-0.0022
Si	0.0126	6.8099	2.5823	0.0006	0.0006	-0.0012
Si	-2.7101	-1.3658	2.9144	0.0003	0.0007	0.0003
Si	-0.0105	1.348	2.8909	-0.0003	0.0001	-0.0007
Si	2.7161	4.1056	2.8009	-0.0001	0	0.0005
Si	5.4573	6.7678	2.8851	0.0003	0.0005	-0.0004
Si	2.7082	9.5131	2.6458	0.0002	-0.0003	-0.0015
Si	-5.4847	1.4215	2.6362	-0.001	0.0009	-0.0023
Si	-4.0963	2.746	4.033	-0.0002	0.0006	-0.0001
Si	-1.3489	5.4541	3.9789	-0.0004	0	-0.0007
Si	-4.0717	8.1408	4.1949	-0.0008	0.0003	-0.0001
Si	-1.3564	-0.0018	4.235	0.0001	0	-0.0003
Si	1.3618	2.7393	4.1431	0.0006	0.0013	-0.0006
Si	4.0713	5.4264	4.1897	-0.0001	0	-0.0007
Si	1.3503	8.1561	4.028	0	-0.0004	-0.0001
Si	4.0678	0.0151	4.0014	-0.001	0.0005	-0.0006
Si	-2.7611	1.4008	5.4785	0	0.0003	0.0006
Si	-0.0341	4.1097	5.4192	0.0008	0.0005	0.0006
Si	-2.6618	6.7712	5.4288	0	-0.0006	0.0004
Si	0.0335	9.4856	5.4874	0.0008	0	0.001
Si	2.7309	1.3442	5.4116	-0.0003	0.0004	0.0003
Si	5.4569	4.058	5.4821	0.0004	-0.0003	0.0003
Si	2.6967	6.8307	5.4695	-0.0002	0.0003	0.0005
Si	-5.464	-1.3196	5.4254	-0.0003	-0.0005	0.0008
Si	-1.3721	2.7615	6.8169	0.0001	0.0007	0.0004
Si	1.3243	5.4398	6.7963	-0.0009	0.0002	0.0001
Si	-1.351	8.1244	6.8136	-0.0001	-0.0005	0.0003
Si	1.392	0.0158	6.7978	0.0003	0	0.0004
Si	4.0709	2.6734	6.7896	0.0002	-0.0002	0.0004
Si	-4.0268	5.4459	6.7871	0.0009	0	0.0006
Si	-6.7993	-2.6659	6.8083	-0.0001	0.0006	0.0006
Si	-4.1109	-0.0007	6.8173	-0.0003	0.0003	0.0002
Si	-2.7102	4.1187	8.1959	0.0006	0.0002	0.0008
Si	-0.0202	6.774	8.1781	0	0	0.0004
Si	-2.7295	9.4884	8.1501	-0.0003	0.0002	0.0007
Si	0.0083	1.3696	8.1447	0.0005	0.0004	0.0004
Si	2.6936	4.0413	8.1171	-0.0006	0.0005	0.0007
Si	-5.3672	6.8502	8.1119	-0.0001	0.0006	0.0004
Si	2.7426	-1.298	8.1819	-0.0003	-0.0003	0.0005
Si	5.3923	1.3279	8.1707	-0.0003	-0.0002	0.0009
Si	-4.1225	2.7199	9.4302	-0.0004	0.0005	-0.0006
Si	-1.3639	5.4635	9.6076	0.0001	-0.0005	0.0005
Si	-4.0469	8.1637	9.6046	-0.0001	-0.0012	0.0004
Si	-1.3552	-0.0257	9.4602	0.001	-0.0001	0.0001
Si	1.3516	2.7081	9.5611	-0.0009	-0.0006	0.001
Si	4.1248	5.4378	9.3352	0.0015	0.0005	-0.0004
Si	1.3497	8.1879	9.4225	0.0004	0.0007	-0.0006
Si	4.0828	0.0139	9.6267	-0.0004	-0.0009	0.0005
Si	-2.7658	1.3505	10.7192	0.0002	0.0008	0
Si	0.0038	4.0859	10.9337	0	-0.0008	-0.0004
Si	-2.6789	6.8236	11.0443	-0.001	0.0008	-0.0003
Si	0.0053	-1.3944	10.8318	-0.0003	-0.0011	0.0019
Si	2.6994	1.3768	10.997	0.0003	-0.0001	0.0003
Si	-5.4701	4.0994	10.7487	-0.0008	0.0002	-0.0001
Si	2.8098	6.8449	10.6117	-0.001	-0.0014	0.0001
Si	-5.4118	9.5298	10.9838	0.0001	-0.0001	0.0002
Si	-1.455	2.6499	12.144	-0.0018	0.0037	0.0002
Si	1.5103	5.5679	12.0143	0	0.0006	0.001
Si	-1.2683	8.2238	12.4112	-0.0014	-0.0015	0.0012
Si	1.349	-0.1086	12.2689	0.0037	0.0017	0.0001
Si	-6.8206	2.8668	12.2515	-0.0034	0.0012	0.0015
Si	-4.1242	5.3536	12.22	0.0044	-0.0005	0.0014
Si	4.0578	8.0639	12.1742	0.0019	0.0041	0.0008
Si	-4.0486	0.104	12.2617	0.0015	-0.003	0.0013
Si	-3.2886	3.4955	13.4009	-0.0032	-0.0025	-0.0252
Si	0.624	7.1752	13.4642	0.0028	0.0091	-0.0205
Si	-2.2264	-0.759	13.5183	0.007	0.0036	-0.0334
Si	-0.5017	0.8715	13.3176	-0.0014	-0.0023	0.0006
Si	1.9986	6.6312	-8.3732	-0.0016	0.0081	-0.1146
Si	-5.8507	6.3201	13.452	-0.0014	-0.0045	-0.0038
Si	2.3878	-1.8525	13.5301	-0.0003	-0.0005	-0.0029
Si	-5.0788	1.8958	13.4394	0.0001	0.0038	-0.0061
Si	-7.6849	4.7413	13.4401	0.0079	0.0006	-0.0211
Si	-5.2598	3.6769	-2.1512	-0.0041	-0.0029	-0.0733
Si	3.5212	2.0849	18.2032	-0.0093	-0.022	-0.1123
Si	-6.3358	4.3621	-4.9473	-0.0025	0.0141	-0.1002
Si	1.8366	5.1831	-3.8976	-0.006	-0.0004	-0.1051
Si	3.6673	-1.3381	15.5037	0.0049	-0.0056	-0.0642
Si	-0.1538	1.9051	15.3346	-0.006	0.0011	-0.0646
Si	1.5449	0.0942	17.2837	0.0101	0.0003	-0.0893
Si	3.026	7.3746	-1.9345	-0.0149	-0.0023	-0.064
Si	-5.2862	7.1222	15.5892	-0.0165	0.0082	-0.0758
Si	-2.0233	6.7103	-5.4907	-0.0133	-0.0055	-0.1094
Si	-3.6045	-0.6059	-8.4742	0.0071	0.0015	-0.133
Si	-0.3248	3.8777	-2.0238	0.001	0.0126	-0.0651
Si	-1.8209	-1.9325	20.8018	-0.0084	-0.0105	-0.1448
Si	-5.7051	-1.4101	-1.9302	0.0078	0.0138	-0.0642
Si	1.2316	2.4856	-7.4764	-0.008	0.0094	-0.1205
Si	-5.5384	1.3248	15.7027	0.0099	-0.0099	-0.0759
Si	-5.1943	6.3206	18.3882	0.005	0	-0.0969
Si	-2.5584	4.6696	18.8546	-0.0003	0.0075	-0.1147
Si	-0.7966	-1.4614	-4.9276	-0.0049	0.0142	-0.1127
Si	-6.1628	6.9373	-6.8216	-0.0125	0.0124	-0.1
Si	-3.1612	2.7496	21.2743	0.0055	0.0077	-0.1205
Si	-5.547	0.8497	20.3752	-0.0058	0.0018	-0.1284
Si	-3.4815	-0.4182	-3.9302	0.0052	-0.0161	-0.1005
Si	-1.8241	6.5911	-2.4535	0.0047	0.0026	-0.0926
Si	-2.6953	2.0738	-2.4725	-0.008	-0.0044	-0.0695
Si	3.0512	4.8316	19.3676	-0.0114	0.0142	-0.117
Si	0.2316	5.2108	-6.3565	0.0065	-0.0122	-0.113
Si	-4.3569	-1.6102	18.9841	-0.0055	-0.0125	-0.1148
Si	0.4025	-2.0292	-2.3986	-0.0055	-0.0083	-0.0843
Si	-3.5723	7.2234	-8.0203	0.0292	0.0069	-0.1189
Si	-5.5104	-0.8813	-6.2553	0	-0.0104	-0.1061
Si	-0.8145	0.0885	-7.6021	-0.0027	-0.012	-0.1162
Si	-0.3762	-2.2591	18.0662	0.0092	0.0097	-0.1014
Si	-2.8735	2.7644	16.3147	0.0001	-0.0178	-0.0913
Si	3.5862	1.27	-2.4985	0.0017	0.003	-0.0897
Si	-2.9291	-1.8422	16.3349	-0.002	0.0076	-0.1007
Si	3.6104	1.6301	-5.5238	-0.0117	-0.0128	-0.1068
Si	0.4062	5.7845	18.2667	0.0021	-0.011	-0.0923
Si	0.9765	4.8089	15.4083	0.0128	0.0076	-0.0894
O	-1.486	1.9351	16.2652	-0.0119	0.0073	0.036
O	-5.981	-0.2457	15.4741	0.0018	0.0032	0.0314
O	2.6189	-0.9222	16.6491	-0.0214	0.0166	0.0515
O	-5.1599	6.9004	-8.1144	-0.0163	-0.0015	0.0491
O	-1.3503	5.1289	-1.9921	0.006	-0.0134	0.0302
O	-2.7553	1.0785	-1.2139	0.0071	-0.0105	0.0488
O	-2.0588	-1.1655	-3.9646	-0.0126	0.0061	0.0409
O	-1.2776	-0.4982	21.3136	0.0016	0.0292	0.0613
O	-1.0255	7.9831	-5.6457	0.0036	0.0069	0.041
O	3.0474	1.5114	-4.0024	0.0021	-0.0066	0.0767
O	-5.1515	7.9018	18.7022	0.0048	0.0126	0.0407
O	-2.8403	3.7519	17.5672	0.0053	0.0338	0.0721
O	-3.3082	-1.8161	20.1883	0.0373	-0.0011	0.0641
O	3.2068	6.7338	-7.3301	0.0313	0.0011	0.0511
O	0.3469	6.1844	14.7792	-0.0001	-0.0239	0.0392
O	0.9275	5.8437	-5.0427	0.0228	0.0025	0.0718
O	-0.4927	7.5032	-2.405	0.0012	0.0021	0.0297
O	-2.5706	-0.8264	15.1333	-0.0119	-0.019	0.0644
O	-5.0233	-0.4193	-7.7293	-0.0268	-0.005	0.0732
O	-2.9585	7.1116	-1.4395	-0.0192	0.0106	0.0517
O	0.9972	1.1328	16.1709	0.0202	-0.0173	0.0493
O	-6.4499	8.08	-2.3832	0.001	-0.0012	0.0309
O	-3.6716	3.3361	-2.1948	-0.0044	0.0045	0.0259
O	0.4804	-1.4835	-3.9278	0.0143	-0.0084	0.0622
O	0.5684	3.6606	-6.5901	-0.0059	0.0205	0.0465
O	-1.1151	5.434	18.7609	-0.012	-0.003	0.0331
O	-6.6577	1.9169	16.7385	-0.0262	0.0088	0.0731
O	1.5778	5.5143	19.3529	0.0234	-0.0075	0.0432
O	-3.8389	7.8806	15.65	0.0143	0.0087	0.0363
O	-3.6929	-1.1345	17.5754	-0.0134	0.0015	0.0706
O	-2.386	0.3463	-7.9601	0.0141	0.0027	0.0414
O	-6.6427	0.1682	-5.8213	-0.0074	0.0179	0.0369
O	-1.8947	2.0106	21.9396	0.0156	-0.0221	0.0472
O	0.2545	3.4372	14.9222	0.0005	0.0052	0.0296
O	-0.8715	-2.394	19.5912	-0.023	0.0066	0.0837
O	-2.4541	6.5493	-3.9468	0.0028	-0.0027	0.079
O	-1.1812	2.6352	-2.6649	0.0065	0.0058	0.0297
O	2.5824	6.3404	-3.088	0.0156	0.0256	0.0577
O	-1.8035	7.8792	22.0147	-0.0085	-0.0288	0.087
O	0.0852	1.4057	-7.8459	0.0045	0.004	0.038
O	-6.1699	2.8641	-5.6175	0.0032	0.0114	0.0374
O	-1.5576	-2.419	16.9654	0.0199	-0.0049	0.0495
O	0.9539	4.2047	-2.9729	-0.0237	-0.0164	0.0541
O	-6.5866	5.7893	18.9839	-0.0212	-0.0151	0.0403
O	-4.0974	1.6902	16.4006	0.012	0.0041	0.0395
O	-6.7726	-0.2324	-2.2516	0.0067	-0.0084	0.0304
O	-6.0119	-2.4388	-6.1766	0.0008	0.0141	0.0358
O	-6.0476	2.2578	-2.2129	0.0028	0.0122	0.0308
O	-4.1521	1.5887	20.7245	0.0174	0.0112	0.0447
O	-5.5674	4.5	-3.5253	0.0159	-0.008	0.0757
O	1.8792	-2.3543	-1.8402	0.0106	-0.0042	0.0276
O	-0.2602	-0.9501	-1.4048	-0.0103	0.0156	0.0511
O	2.9544	4.3392	-4.6724	-0.0089	0.0048	0.0414
O	-6.3414	0.3598	21.7124	-0.0287	0.0092	0.0792
O	-2.9852	3.7261	15.0077	0.0074	-0.0057	0.0567
O	2.4272	1.8419	-6.6071	0.0368	-0.0088	0.0599
O	0.6672	6.0754	-7.643	-0.0221	-0.0175	0.0642
O	-3.2297	1.1756	-3.7177	0.006	0.0228	0.0426
O	-3.2869	6.8934	-6.4633	0.0214	-0.0089	0.0675
O	0.368	-0.8307	17.8872	-0.0183	-0.0197	0.0337
O	-2.5545	3.6994	20.1297	-0.0144	-0.0386	0.0807
O	2.3954	1.5637	-1.4542	-0.0163	0.0091	0.0492
O	3.3644	4.3684	20.8579	0.0121	-0.014	0.1096
O	0.5664	7.3367	17.8296	-0.0035	-0.001	0.0332
O	-0.6322	-0.3261	-6.0506	-0.0007	-0.0261	0.0836
O	-3.1389	-2.1237	-8.2297	-0.0096	-0.0102	0.0439
O	-5.2401	6.0258	16.7861	0.0047	-0.0102	0.076
O	2.9884	3.5956	18.3269	0.0032	0.0197	0.0451
O	-3.8217	5.6872	18.9906	0.0089	-0.0052	0.0366
O	2.5431	4.6644	14.9704	-0.0205	-0.0022	0.0392
O	2.3082	1.0125	18.3723	0.0157	0.0177	0.0444
O	-6.3695	1.8899	19.4586	0.0266	-0.0174	0.0696
O	-4.3684	-1.1143	-2.7868	-0.0283	-0.0126	0.0554
O	-5.8978	5.6533	-5.8394	-0.0024	-0.039	0.0561
O	-5.3614	-0.4572	19.4542	-0.0054	0.0228	0.0504
O	-4.2023	-0.6861	-5.3372	0.0257	0.0111	0.0717
O	0.7521	4.8658	16.9894	-0.0092	0.0142	0.0714
O	-0.306	-1.1184	-8.5365	-0.0171	0.0293	0.0666
O	-1.3398	5.3654	-6.0736	-0.0069	0.0105	0.0401
O	-6.504	8.151	15.937	0.0077	-0.0029	0.0347

Results
free energy: -127505.965 eV
free energy less fixed offsets of O -570.45, Si -639.56 eV per atom: -6.285 eV

The program warned: the cutoff lies below the one the program advises for these potential files; the forces do not sum to zero within the program's tolerance; empty levels may hold ghost states of the PAW files; the exchange-correlation potential is rough where the density is thin.
